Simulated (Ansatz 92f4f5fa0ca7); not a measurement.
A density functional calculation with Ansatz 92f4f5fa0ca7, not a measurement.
Periodic cell of 222 atoms, Si131O89P2, from a study of silicon, its oxide and their interface. The atomic structure is a simulated model.
This geometry differs little from another in the collection (a relaxation step or a small displacement).

Settings
functional: PBE
potential files: Ansatz PAW
basis: plane waves
wave-function cutoff: 700 eV
density cutoff ratio: 5
exchange-correlation grid ratio: 1
k mesh: 2 x 2 x 1, shifted by 0.5 0.5 0.5 of a step
self-consistency stop: 5e-08 eV per atom in the density residual
occupations: fixed
spin: none
net charge: 0

Cell vectors (angstrom)
a 10.938 0 0
b 0 10.938 0
c 0 0 32.1988

Atoms and the computed forces on them: element, x, y, z (angstrom), force x, y, z (eV/angstrom)
Si 10.4633 0.2865 24.8062 -0.0336 0.0185 -0.0488
Si 5.6978 10.6529 24.7296 0.0422 0.0002 -0.044
Si 2.5153 2.9496 24.6515 -0.0207 0.0182 -0.0479
Si 8.3498 2.5915 24.9282 0.0092 -0.009 -0.0153
Si 0.3275 5.2379 24.7575 -0.0086 -0.0411 -0.048
P 5.0827 5.7932 24.7952 0.0088 -0.0176 -0.0345
P 2.9202 8.0868 24.3622 -0.0143 0.0222 -0.0229
Si 7.9122 8.3987 24.7323 -0.0102 0.0369 -0.0426
Si 1.3228 1.3608 25.9721 -0.0075 0.0004 0.0042
Si 6.804 1.2978 26.1411 -0.0046 -0.0027 -0.0277
Si 4.1248 4.1043 26.0266 0.0228 0.0212 0.0066
Si 9.6541 4.1272 26.1303 -0.0126 0.005 -0.0239
Si 1.4999 6.9354 25.9301 0.0392 0.0251 0.0153
Si 6.7703 6.7573 26.0364 -0.0141 -0.0053 0.0127
Si 4.0404 9.4497 25.9369 -0.0185 -0.0358 0.0113
Si 9.4489 9.5646 26.1353 0.0014 0.0012 -0.0096
Si 2.7191 -0.0347 27.3046 -0.0151 0.004 0.013
Si 8.1568 -0.0198 27.548 -0.0028 0.0005 0.0138
Si 0.0277 2.7003 27.4628 0.0003 -0.0036 0.0175
Si 5.4382 2.7126 27.4201 0.003 0.0139 0.0076
Si 2.7509 5.5025 27.3875 0.0065 -0.0006 -0.0127
Si 8.2197 5.4791 27.4119 -0.0129 -0.0035 0.0061
Si 0.0195 8.1933 27.3446 0.0052 -0.0007 0.0049
Si 5.4217 8.165 27.4028 0.0038 0.0062 -0.012
Si 4.0578 1.337 28.7459 -0.0105 -0.0122 -0.0067
Si 9.5777 1.3583 28.8327 0.0023 0.0095 -0.0412
Si 1.3827 4.1152 28.7732 0.0052 -0.0061 -0.01
Si 6.8389 4.092 28.7665 -0.0027 0.004 -0.0321
Si 4.0928 6.8234 28.8042 -0.0014 0.0003 0.0034
Si 9.5877 6.8485 28.7602 0.0116 0.008 -0.0002
Si 1.3642 9.5707 28.7347 0.0103 -0.0096 -0.0215
Si 6.775 9.5318 28.821 -0.0011 -0.0071 -0.0115
Si 0.0155 -0.0167 30.1526 0.0118 -0.0117 -0.0009
Si 5.4388 0.0061 30.1517 -0.009 -0.0061 -0.0084
Si 2.7353 2.7337 30.1378 0.0011 -0.0092 0.0106
Si 8.2007 2.7386 30.1563 -0.0144 0.012 -0.0022
Si 0.0021 5.4711 30.1405 0.0015 0.0093 -0.0072
Si 5.4764 5.4602 30.1484 0.007 -0.0061 -0.002
Si 2.7221 8.2118 30.1394 -0.008 0.0099 -0.0079
Si 8.2074 8.1948 30.1467 0.0072 0.0009 0.0051
Si 1.3673 1.3673 31.515 0.0432 0.0123 -0.0019
Si 6.8362 1.3673 31.515 -0.0597 0.0103 -0.0567
Si 4.1018 4.1018 31.515 0.0489 -0.1007 -0.0104
Si 9.5708 4.1018 31.515 0.0102 0.0795 -0.0154
Si 1.3673 6.8362 31.515 -0.023 0.0454 -0.0632
Si 6.8362 6.8362 31.515 0.0781 -0.0752 0.035
Si 4.1018 9.5708 31.515 -0.1659 -0.0205 0.0434
Si 9.5708 9.5708 31.515 0.0028 -0.0378 0.0189
Si 2.7345 0 0.6835 0.0621 -0.015 0.102
Si 8.2035 0 0.6835 -0.0532 0.0621 -0.1028
Si 0 2.7345 0.6835 -0.0631 0.0044 0.0549
Si 5.469 2.7345 0.6835 0.0738 -0.0259 0.0071
Si 2.7345 5.469 0.6835 -0.0367 0.1669 -0.1451
Si 8.2035 5.469 0.6835 0.0667 -0.0661 0.0909
Si 0 8.2035 0.6835 0.0575 -0.102 -0.0271
Si 5.469 8.2035 0.6835 -0.0319 0.0598 0.043
Si 4.1178 1.3649 2.056 0.0092 -0.0135 0.0025
Si 9.5609 1.3633 2.053 -0.0087 0.01 -0.0009
Si 1.3639 4.1256 2.0371 -0.0044 0.0086 -0.0025
Si 6.8461 4.0891 2.0593 0.0035 -0.0036 -0.0014
Si 4.1021 6.8317 2.0536 -0.0101 0.0099 0.0052
Si 9.5749 6.8406 2.0523 0.0072 -0.0089 0.0029
Si 1.3761 9.5565 2.0514 0.0118 -0.009 0.0051
Si 6.8246 9.5963 2.0499 -0.009 0.0077 -0.0035
Si -0.0103 -0.0241 3.3896 -0.0144 -0.015 0.0214
Si 5.4852 0.0191 3.4701 0.0051 0.0064 0.0025
Si 2.7705 2.7905 3.3659 0.0127 0.0099 0.0189
Si 8.1879 2.7047 3.4508 -0.0099 -0.0092 0.0173
Si 0.0154 5.4861 3.4336 0.0053 0.0042 0.015
Si 5.4794 5.4711 3.4077 -0.0093 -0.0087 0.0091
Si 2.7638 8.2144 3.4452 -0.0044 0.0012 0.0188
Si 8.2027 8.2332 3.3808 0.0098 0.0066 0.0113
Si 1.384 1.4039 4.6337 0.0043 -0.0031 0.0022
Si 6.8385 1.3599 4.9072 0 0 -0.0066
Si 4.1497 4.0962 4.8029 -0.0037 -0.0018 0.0069
Si 9.5679 4.0957 4.7628 -0.0008 -0.0005 0.0073
Si 1.4056 6.8435 4.818 0.0006 0.0003 -0.0026
Si 6.8171 6.8994 4.7288 -0.0106 0.0074 0.0081
Si 4.1274 9.5879 4.8456 0.0093 -0.015 -0.0008
Si 9.5499 9.5623 4.7895 -0.0089 0.0025 0.0062
Si 2.7386 0.125 6.0582 0.0093 0.0155 0.0103
Si 8.1995 -0.0491 6.2651 -0.0067 0.0012 -0.0173
Si 0.0191 2.687 6.0453 -0.0031 -0.0125 0.0075
Si 5.4686 2.739 6.2909 -0.0068 0.0064 -0.0224
Si 2.8086 5.4908 6.177 0.0091 0.0089 -0.0055
Si 8.1646 5.4955 6.039 0.0118 -0.0122 0.0033
Si 0.0048 8.2008 6.1544 -0.0064 0.0108 -0.012
Si 5.5193 8.2338 6.2335 0.0033 0.004 -0.0204
Si 3.8271 1.5892 7.6001 -0.0402 0.0054 0.0355
Si 9.8291 1.1547 7.4538 0.0259 -0.0048 0.0351
Si 1.6209 3.8173 7.3109 0.0055 -0.022 0.0302
Si 6.6404 4.4341 7.4757 0.0048 0.0376 0.0388
Si 4.3937 6.6481 7.5489 0.0139 -0.0095 0.039
Si 9.3539 6.9656 7.4027 -0.0237 -0.0003 0.032
Si 1.1326 9.9352 7.2917 -0.0003 0.0273 0.0279
Si 7.1496 9.2441 7.6692 0.0232 -0.0308 0.0513
O 8.3021 8.1051 7.9208 -0.0077 0.0044 0.0159
O 2.7069 2.7519 7.9504 0.0122 -0.013 0.0228
O 9.4298 1.4896 24.3532 0.0062 -0.0057 -0.0196
O 0.0194 0.04 7.9581 -0.0016 0.005 0.0184
O 5.5139 5.5238 8.0342 -0.0001 0 0.015
O 6.8165 9.5333 24.2119 0.0015 0.001 -0.0272
O 1.4155 4.1077 24.1965 -0.0036 -0.0083 -0.0228
O 3.8464 7.401 8.9381 -0.0033 -0.0061 -0.0151
O 0.8153 4.3988 8.6074 0.0054 0.0176 -0.0064
O 9.8016 6.1844 8.7929 0.0132 0.002 -0.0108
O 2.1111 9.4059 8.4971 -0.0166 -0.025 0.0022
O 7.503 3.9473 8.7962 -0.013 -0.0191 -0.0082
O 4.2563 0.9485 9.0721 0.0049 0.0193 -0.01
O 6.7157 9.5805 9.2224 0.0032 -0.0102 -0.0096
O 9.1974 1.8714 8.7996 -0.0112 0.0015 -0.008
O 7.6329 3.3301 23.6504 -0.0077 -0.0013 0.0004
O 10.506 5.8392 23.4317 0.0059 0.0201 0.0043
O 5.1186 0.4549 23.3801 -0.01 0.0059 0.0063
O 5.7204 5.1957 23.3892 0.0208 -0.0299 0.0062
O 3.1252 2.2386 23.2828 0.0126 0.0063 0.0098
O 2.0438 9.2709 23.5295 -0.022 -0.0269 0.0264
O 8.629 7.7544 23.3922 0.0067 -0.0019 0.0094
O -0.246 10.5005 23.3575 0.0221 -0.002 0.0003
Si 4.4102 1.6091 22.4749 0.0057 0.0039 -0.0014
Si 3.4695 7.9642 14.0327 -0.0046 -0.0006 0.0016
Si 7.0863 1.0061 14.662 0.0046 -0.0033 -0.0007
Si 0.7588 9.538 22.539 -0.0008 -0.0015 0.0009
Si 1.1624 4.3413 11.8835 -0.0028 0.0057 -0.0029
Si 6.2451 9.0106 15.3127 0.0014 -0.0001 0.002
Si 0.6558 1.4014 12.3089 0.0033 -0.0014 -0.0061
Si 8.5873 5.0214 20.5361 -0.0036 -0.0007 0.0035
Si 0.3146 5.7347 9.3609 0.0079 0.0078 -0.0038
Si 5.0711 3.1835 17.9375 -0.0027 -0.001 -0.0009
Si 0.8466 3.797 16.7582 -0.0004 0.0036 0.0043
Si 10.3488 2.9075 19.2293 0.0024 0.0009 0.0082
Si 5.2658 1.2127 10.35 0.0055 0.0055 -0.0042
Si 0.8489 0.2563 19.8312 0.001 0.0075 0.0051
Si 6.6285 9.4909 10.861 0.0093 -0.0003 0.0053
Si 9.3066 9.7422 18.3135 0.0035 -0.0011 -0.0012
Si 9.3736 9.2815 12.5622 0.0012 0 -0.002
Si 6.5179 3.9552 22.6573 -0.007 0.002 0.0043
Si 2.4297 8.0934 9.3824 -0.0123 -0.004 -0.0062
Si 10.5612 7.4209 17.0902 -0.0058 0.0058 0.0002
Si 2.4818 6.3409 16.5882 -0.0001 0.0002 -0.0027
Si 10.1569 4.5367 14.1879 -0.0007 0.0023 0.0043
Si 6.1097 9.2456 18.5085 0.002 -0.0046 -0.0038
Si 7.9597 2.5956 9.5759 -0.0008 -0.0025 -0.0001
Si 8.8589 2.1877 12.4529 0.0004 -0.0023 -0.0033
Si 5.3093 6.3061 18.0712 0.0029 0.0013 0.0051
Si 3.9 0.6233 19.4641 -0.0082 0.0039 0.0118
Si 4.2577 3.873 12.0454 -0.0091 0.005 0.0067
Si 5.5256 6.6349 12.141 -0.0018 -0.0018 0.006
Si 7.9766 2.5582 17.2178 0.0033 -0.0031 0.0008
Si 4.3301 2.5256 14.9679 -0.0032 0.0036 0.001
Si 1.5053 1.2605 15.275 0.0013 -0.0029 0.0045
Si 1.553 9.4458 12.0435 0.0036 -0.0024 -0.0006
Si 8.0313 6.8933 13.8666 0.0009 -0.0044 0.0049
Si 10.3521 9.8785 15.4833 -0.0006 -0.0005 -0.001
Si 9.8349 7.0339 22.5575 0.003 -0.0021 -0.0048
Si 8.0733 5.5394 17.4316 -0.0016 -0.0067 0.0044
O 6.0301 7.9914 11.2941 -0.0034 0.0089 0.0045
O 5.9964 9.2551 16.8907 0.0098 -0.0063 0.0082
O 7.6507 1.417 13.1944 0.0154 0.0006 0.0036
O 0.865 1.7869 13.879 0.0054 -0.0173 -0.005
O 9.4011 6.3029 16.9156 -0.0033 -0.0018 -0.0039
O 6.7427 6.2355 13.1412 0.0125 0.0239 0.0007
O 5.103 4.7187 18.6091 -0.0012 -0.0046 -0.0114
O 9.1918 2.2033 18.2691 -0.0046 0.0312 -0.0032
O 2.3401 0.1703 19.0857 0.0125 0.0067 0.0084
O 9.3676 10.2795 16.7483 0.0172 -0.0181 0.0109
O 2.7697 4.4706 11.7046 -0.0042 -0.0026 0.0092
O 5.0355 10.3854 19.0903 -0.0031 -0.0022 -0.0094
O 9.4015 3.2903 13.4918 0.0075 0.004 -0.0096
O 0.4219 1.8418 19.9526 -0.0026 0.0119 -0.0117
O 3.1191 1.415 15.0847 0.0004 0.0192 0.0013
O 8.0957 5.4273 19.0496 0.0112 -0.0091 -0.008
O 3.8611 6.6563 17.4012 -0.0116 -0.0056 -0.007
O 4.5566 3.3423 16.3781 0.0052 -0.0189 0.0104
O 9.0484 5.717 14.3223 -0.0027 -0.0084 -0.0001
O 5.4648 2.8179 22.1715 -0.0017 -0.0006 0.0168
O 10.6464 4.1959 15.6871 0.0117 -0.0051 0.0047
O 0.2846 3.9357 18.2864 -0.0096 -0.019 -0.011
O 10.3955 10.5959 19.1873 0.0022 -0.0106 -0.0054
O 9.6271 10.0624 14.0192 0.0173 -0.023 0.0059
O 10.9654 8.1351 22.1407 -0.0062 0.0079 0.0194
O 1.152 2.2109 16.5468 -0.0019 0.0096 -0.0222
O 9.6529 3.7846 20.4219 -0.0123 0.0107 -0.025
O 8.1013 4.0915 16.6962 -0.0004 -0.0126 0.0245
O -0.0587 9.1352 11.8984 0.0105 0.0012 0.0085
O 6.5509 2.4707 18.0095 0.0047 0.0095 -0.019
O 5.5654 10.7464 11.1956 0.0006 0.0025 -0.0105
O 7.7198 9.6552 18.8388 0.0009 0.0069 -0.01
O 10.0063 1.0621 12.0712 -0.0011 0.0344 0.0213
O 1.2947 6.9872 9.075 0.0041 -0.0055 0.0266
O 0.6083 4.8042 13.3533 -0.0061 -0.0183 -0.0038
O 5.6752 7.6864 18.9845 -0.0105 0.0026 -0.0141
O 5.2193 5.1199 11.5209 -0.0088 -0.0096 -0.0121
O 2.6924 7.0227 15.1223 0.0092 0.006 0.0039
O 0.8965 2.7746 11.4763 -0.0053 0.0032 0.0151
O 0.8308 10.7295 15.562 -0.0227 0.0017 -0.0059
O 2.3936 8.6218 10.9145 -0.014 -0.0003 -0.0078
O 4.6807 2.4642 11.2702 0.0157 -0.0007 -0.0021
O 4.2249 3.546 13.6756 0.0021 -0.0152 -0.005
O 2.1689 4.7308 16.5092 -0.0164 0.0004 0.0022
O 10.6709 8.2911 15.703 -0.0088 0.0174 0.0191
O 6.9091 10.3369 14.6638 -0.0101 0.0008 0.0144
O 2.3192 8.9836 13.4276 0.0108 -0.0034 -0.0011
O 7.9951 1.5819 15.9043 -0.0189 0.009 0.0004
O 4.1103 7.0273 12.862 0.0101 0.0116 0.0061
O 4.1417 2.0763 18.7172 0.0124 -0.0025 -0.0023
O 7.2634 4.5616 21.3581 0.0196 -0.0012 0.0053
O 8.401 2.962 11.098 -0.0009 -0.0237 -0.0048
O 1.1522 6.9198 17.3674 0.0087 -0.0075 -0.0078
O 5.6142 1.6057 14.7593 0.0084 0.0115 0.0043
O 8.1142 9.7927 11.5825 -0.0267 -0.0051 -0.0154
O 9.2479 6.3453 21.211 -0.0029 -0.0141 0.0147
O 8.9379 7.752 12.8492 -0.0174 0.014 0.0162
O 1.631 0.154 11.8931 -0.0198 -0.0009 0.0187
O 6.6158 6.2112 17.069 0.0011 0.0004 -0.0018
O 7.3765 7.8484 15.0353 -0.0023 0.0049 -0.0041
O 1.1565 10.3767 21.2103 -0.0119 -0.0131 0.007
O 10.0068 8.2675 18.3612 0.0004 0.0125 -0.0297
O 3.9627 0.9177 21.0753 0.0037 0.0056 -0.0087
O 0.3138 5.3579 10.93 0.0128 -0.0075 -0.0173
O 6.6851 1.5995 9.6454 0.0001 0.0164 0.0236
O 4.7561 8.7469 14.6803 0.0012 -0.0083 -0.002

Results
free energy: -135423.162 eV
free energy less fixed offsets of O -569.03, P -756.45, Si -635.61 eV per atom: -1.682 eV

The program warned: the cutoff lies below the one the program advises for these potential files; the exchange-correlation potential is rough where the density is thin.
